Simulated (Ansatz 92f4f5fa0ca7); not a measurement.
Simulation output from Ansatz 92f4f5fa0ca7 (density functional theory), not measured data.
Periodic cell of 459 atoms, Si304O155, from a study of silicon, its oxide and their interface. The atomic structure is a simulated model.
Doubt: the cutoff is far below the 930 eV that the study's wrapper takes by default for these files, so forces and energies are approximate.

Settings
functional: PBE
potential files: Ansatz PAW
basis: plane waves
wave-function cutoff: 580 eV
density cutoff ratio: 5
exchange-correlation grid ratio: 1
k mesh: 1 x 1 x 1, Gamma-centred
self-consistency stop: 5e-08 eV per atom in the density residual
occupations: fixed
spin: none
net charge: 0

Cell vectors (angstrom)
a 15.4691 0 0
b 0 15.4691 0
c 4.0816 -3.4313 34.1808

Atoms and the computed forces on them: element, x, y, z (angstrom), force x, y, z (eV/angstrom)
Si 12.395 -3.5 24.143 -0.626 0.042 -0.123
Si 12.453 -7.339 24.141 -0.254 -0.054 -0.127
Si 4.611 -3.444 23.963 -0.017 -0.065 -0.468
Si 4.867 0.543 24.08 -0.739 0.019 -0.037
Si 4.565 -10.954 23.988 -0.212 0.258 -0.082
Si 4.716 -7.354 24.284 -0.347 -0.084 -0.029
Si 7.701 -3.366 24.066 -0.072 -0.007 -0.587
Si 7.226 0.552 24.123 0.721 -0.019 -0.192
Si 7.693 -11.182 24.064 -0.493 0.013 -0.23
Si 7.13 -7.346 23.944 0.11 0.08 0.182
Si 12.37 0.3 23.816 0.109 0.055 -0.001
Si 12.425 -11.15 24.098 -0.047 -0.025 -0.181
Si -0.665 -3.48 23.987 0.612 0.016 -0.247
Si -0.557 0.366 23.752 -0.151 0.043 0.01
Si -0.592 -11.139 23.895 0.06 -0.061 -0.311
Si -0.629 -7.24 23.978 0.183 0.008 -0.351
Si 4.157 -1.444 25.222 0.12 -0.071 -0.169
Si 4.106 2.475 25.224 0.134 -0.001 -0.141
Si 4.239 -9.227 25.571 0.043 -0.092 -0.018
Si 4.174 -5.343 25.336 0.006 0.188 -0.03
Si 7.882 -1.404 25.334 -0.055 0.051 0.008
Si 7.884 2.397 25.437 -0.075 -0.066 -0.055
Si 7.912 -9.188 25.272 -0.05 0.121 0.132
Si 7.88 -5.418 25.228 -0.086 -0.11 0.017
Si 11.886 -1.509 25.306 0.055 0.084 0.047
Si 11.878 2.286 25.181 0.009 -0.142 0.002
Si 11.934 -9.259 25.396 -0.037 0.093 0.213
Si 11.864 -5.41 25.382 0.152 -0.188 0.05
Si 0.053 -1.506 25.143 -0.014 0.061 0.008
Si 0.063 2.346 25.048 -0.023 -0.222 0.115
Si 0.115 -9.22 25.141 0.046 0.085 0.078
Si 0.092 -5.366 25.227 -0.076 0.093 0.061
Si 2.107 -1.48 26.462 -0.081 -0.031 -0.011
Si 2.071 2.376 26.463 -0.047 -0.008 -0.095
Si 2.103 -9.225 26.574 -0.089 -0.026 -0.079
Si 2.113 -5.348 26.545 0.046 -0.008 -0.069
Si 5.985 -1.482 26.736 0.017 0.058 0.106
Si 5.953 2.451 26.763 -0.076 0.03 0.081
Si 6.141 -9.243 26.867 0.043 -0.026 0.082
Si 6.055 -5.337 26.744 -0.002 -0.013 0.121
Si 9.879 -1.462 26.607 0.087 -0.06 -0.066
Si 9.923 2.345 26.605 0.108 0.012 -0.076
Si 9.89 -9.206 26.607 0.095 -0.036 -0.063
Si 9.837 -5.42 26.6 0.045 0.072 -0.054
Si 13.764 -1.489 26.731 -0.062 -0.079 0.077
Si 13.758 2.32 26.642 -0.092 0.033 -0.001
Si 13.832 -9.246 26.765 -0.105 -0.013 0.046
Si 13.771 -5.392 26.772 -0.111 0.051 0.149
Si 2.126 -3.401 27.922 -0.02 0.013 0.005
Si 2.125 0.447 27.898 -0.059 -0.024 -0.028
Si 2.106 4.284 27.929 -0.051 0.041 0.014
Si 2.128 -7.283 27.959 0 -0.014 -0.025
Si 6.02 -3.411 28.095 -0.015 0.017 -0.02
Si 5.982 0.47 28.063 -0.06 -0.052 0.007
Si 6.032 4.308 28.177 0.021 -0.027 -0.014
Si 6.043 -7.262 28.114 0.045 0 -0.048
Si 9.865 -3.439 27.953 -0.011 0.013 0.019
Si 9.89 0.439 28.017 0.053 -0.002 -0.018
Si 9.9 4.303 27.974 0.008 -0.003 -0.052
Si 9.888 -7.307 28.028 0.017 -0.001 -0.087
Si 13.752 -3.431 28.08 0.032 0.001 -0.011
Si 13.758 0.445 28.074 0.068 -0.077 -0.124
Si 13.77 4.251 28.045 0.002 0.042 -0.059
Si 13.778 -7.318 28.116 0.047 0.019 -0.066
Si 4.04 -3.427 29.379 0.038 -0.006 -0.051
Si 4.026 0.441 29.375 0.083 -0.012 -0.028
Si 4.022 4.303 29.392 0.055 0.017 -0.017
Si 4.054 -7.293 29.385 0.043 -0.04 -0.018
Si 7.976 -3.426 29.403 -0.045 0.007 -0.074
Si 7.948 0.443 29.392 -0.054 0.011 -0.033
Si 8.007 4.295 29.422 -0.065 -0.077 -0.008
Si 7.981 -7.294 29.426 -0.058 0.025 0.013
Si 11.783 -3.433 29.386 0.064 -0.011 -0.069
Si 11.81 0.438 29.405 0.006 0.001 -0.012
Si 11.817 4.299 29.386 0.044 0.05 -0.069
Si 11.811 -7.302 29.412 0.044 0.004 -0.025
Si 0.241 -3.425 29.391 -0.058 -0.008 -0.047
Si 0.245 0.44 29.379 -0.03 -0.014 0.01
Si 0.231 4.288 29.393 -0.026 -0.014 -0.037
Si 0.255 -7.295 29.416 -0.068 0.015 -0.018
Si 0 1.934 2.05 -0.059 0.055 0.14
Si 0 5.801 2.05 -0.119 0.004 -0.033
Si 0 -5.801 2.05 -0.147 -0.083 -0.09
Si 0 -1.934 2.05 -0.067 0.005 -0.01
Si 3.867 1.934 2.05 -0.056 0.06 0.066
Si 3.867 5.801 2.05 0.083 -0.005 0.025
Si 3.867 -5.801 2.05 0.006 -0.024 -0.098
Si 3.867 -1.934 2.05 0.07 -0.026 0.08
Si 7.734 1.934 2.05 0.028 0.172 0.085
Si 7.734 5.801 2.05 -0.199 -0.082 -0.051
Si 7.734 -5.801 2.05 -0.118 -0.144 -0.216
Si 7.734 -1.934 2.05 -0.166 -0.025 0.002
Si -3.867 1.934 2.05 0.173 0.114 0.094
Si -3.867 5.801 2.05 0.158 -0.025 0.006
Si -3.867 -5.801 2.05 0.166 -0.067 -0.086
Si -3.867 -1.934 2.05 0.191 -0.034 0.07
Si -1.93 1.929 3.463 0 0.037 -0.003
Si -1.926 5.772 3.443 0.04 0.048 0.065
Si -1.933 -5.786 3.44 -0.061 -0.035 0.069
Si -1.917 -1.894 3.453 -0.005 -0.034 -0.043
Si 1.927 1.986 3.421 -0.049 -0.09 0.056
Si 1.93 5.837 3.392 0.084 -0.027 0.049
Si 1.925 -5.823 3.385 -0.061 0.069 0.086
Si 1.928 -1.978 3.402 0.022 0.055 0.011
Si 5.797 1.931 3.427 -0.018 -0.003 -0.022
Si 5.798 5.77 3.446 0.058 0.042 0.04
Si 5.799 -5.815 3.411 0.053 -0.003 0.072
Si 5.799 -1.918 3.451 0.024 -0.027 -0.089
Si 9.683 1.992 3.408 -0.06 -0.154 0.013
Si 9.663 5.803 3.379 0.028 -0.047 0
Si 9.664 -5.875 3.369 -0.019 0.122 0.074
Si 9.667 -1.975 3.385 0.053 0.064 -0.03
Si -1.907 0.019 4.89 0.033 -0.062 0.024
Si -1.901 3.85 4.876 0.009 -0.027 0.038
Si -1.961 -7.748 4.796 0.107 -0.024 0.088
Si -1.906 -3.826 4.815 -0.04 0.049 0.047
Si 1.928 -0.012 4.702 -0.013 0.011 -0.127
Si 1.916 3.964 4.795 -0.069 -0.063 -0.007
Si 1.932 -7.719 4.773 0.004 -0.007 0.198
Si 1.889 -3.933 4.774 -0.04 0.025 -0.072
Si 5.827 0.028 4.834 0.046 -0.055 0.02
Si 5.785 3.826 4.841 0.065 -0.099 0.046
Si 5.8 -7.744 4.795 -0.079 -0.012 0.185
Si 5.779 -3.887 4.779 0.06 0.125 0.05
Si 9.712 0 4.672 -0.106 0.012 -0.104
Si 9.714 3.943 4.791 -0.035 0.102 0.051
Si 9.628 -7.782 4.762 -0.05 -0.027 0.141
Si 9.66 -3.958 4.693 -0.054 -0.051 -0.121
Si 0.102 0.05 6.2 0.09 0.004 0.093
Si 0.041 3.953 6.284 0.091 0.02 0.088
Si 0.002 -7.693 6.163 -0.111 0.016 -0.008
Si 0.012 -3.872 6.247 -0.032 0.114 -0.005
Si 3.825 0.011 6.096 0.039 -0.106 0.005
Si 3.811 3.881 6.205 0.119 0.073 -0.05
Si 3.854 -7.715 6.184 0.022 0.051 -0.056
Si 3.818 -3.964 6.106 0.047 -0.037 -0.051
Si 7.852 -0.013 6.116 0.054 0.13 0.028
Si 7.776 3.807 6.155 -0.09 -0.127 -0.266
Si 7.725 -7.77 6.194 0.043 0.006 -0.098
Si 7.757 -3.915 6.091 -0.04 -0.097 -0.013
Si -3.928 -0.007 6.16 -0.173 -0.051 0.087
Si -3.84 3.935 6.246 -0.002 -0.132 -0.126
Si -3.938 -7.83 6.141 0.157 -0.043 -0.081
Si -3.911 -3.876 6.064 -0.024 0.025 -0.059
Si 0.813 1.991 7.421 -0.225 -0.034 -0.019
Si -0.108 5.956 7.692 0.058 -0.066 -0.187
Si 0.006 -5.799 7.629 0.081 -0.04 -0.087
Si 0.447 -1.904 7.532 0.14 0.066 0.464
Si 3.212 1.902 7.358 0.123 0.111 0.346
Si 3.742 5.831 7.571 0.016 0.043 0.233
Si 3.867 -5.792 7.634 0.096 -0.055 0.019
Si 3.563 -2.001 7.316 -0.122 -0.017 0.477
Si 8.537 1.891 7.371 -0.139 0.009 0.01
Si 7.51 5.706 7.491 -0.062 0.196 0.069
Si 7.744 -5.807 7.542 0.025 0.033 0.063
Si 8.34 -1.984 7.311 -0.559 -0.042 0.162
Si -4.493 1.952 7.389 0.362 0.106 0.327
Si -3.752 5.827 7.739 -0.511 -0.151 0.383
Si -3.817 -5.849 7.354 -0.102 0.077 -0.053
Si -4.657 -1.983 7.296 0.534 0.126 0.031
Si -1.942 6.767 9.025 -0.047 -0.536 0.509
Si -1.987 -6.363 8.733 -0.238 0.734 0.3
Si 1.848 6.242 8.96 0.031 0.023 0.462
Si 1.943 -6.088 8.987 0.08 0.065 0.455
Si 5.646 6.127 8.932 -0.378 -0.139 0.264
Si 5.844 -6.152 8.956 0.112 0.137 0.327
Si 8.912 5.314 9.261 0.112 0.057 -0.253
Si -5.68 -5.659 8.734 0.043 -0.071 0.335
Si 4.082 -5.365 30.762 -0.228 0.051 -0.092
Si 4.082 -1.498 30.762 -0.246 0.046 -0.14
Si 4.082 2.369 30.762 -0.293 -0.026 -0.067
Si 4.082 -9.232 30.762 -0.291 0.034 -0.072
Si 7.949 -5.365 30.762 0.194 0.091 0.156
Si 7.949 -1.498 30.762 0.113 0.078 0.01
Si 7.949 2.369 30.762 0.219 -0.084 0.171
Si 7.949 -9.232 30.762 0.195 -0.024 0.156
Si 11.816 -5.365 30.762 -0.114 0.055 0.025
Si 11.816 -1.498 30.762 -0.122 -0.045 -0.009
Si 11.816 2.369 30.762 -0.106 0.038 0.042
Si 11.816 -9.232 30.762 -0.069 -0.097 0.028
Si 0.214 -5.365 30.762 0.208 0.107 0.039
Si 0.214 -1.498 30.762 0.187 0.072 -0.074
Si 0.214 2.369 30.762 0.209 -0.084 0.016
Si 0.214 -9.232 30.762 0.17 -0.101 -0.016
Si 6.015 -5.365 32.129 0.011 0.029 -0.052
Si 6.015 -1.498 32.129 0.023 0.003 -0.055
Si 6.015 2.369 32.129 0.017 0.013 -0.063
Si 6.015 -9.232 32.129 0.018 -0.056 -0.052
Si 9.882 -5.365 32.129 -0.009 0.015 0.061
Si 9.882 -1.498 32.129 -0.006 0.066 0.043
Si 9.882 2.369 32.129 -0.034 -0.055 0.05
Si 9.882 -9.232 32.129 -0.012 -0.016 0.05
Si -1.719 -5.365 32.129 -0.005 0.027 -0.03
Si -1.719 -1.498 32.129 -0.002 -0.007 -0.037
Si -1.719 2.369 32.129 0.008 -0.008 -0.036
Si -1.719 -9.232 32.129 -0.002 0.001 -0.025
Si 2.148 -5.365 32.129 -0.02 0.007 0.061
Si 2.148 -1.498 32.129 0.002 0.013 0.05
Si 2.148 2.369 32.129 0.001 -0.006 0.051
Si 2.148 -9.232 32.129 0.006 -0.01 0.055
Si 6.015 -3.431 33.497 -0.024 0.005 0
Si 6.015 0.436 33.497 -0.016 -0.018 0.01
Si 6.015 4.303 33.497 -0.031 -0.015 0.027
Si 6.015 -7.298 33.497 -0.02 0.019 0.006
Si 9.882 -3.431 33.497 0.017 0.015 0.001
Si 9.882 0.436 33.497 0.04 0.025 -0.005
Si 9.882 4.303 33.497 0.014 -0.005 -0.026
Si 9.882 -7.298 33.497 0.016 -0.035 -0.012
Si -1.719 -3.431 33.497 0.009 0.006 0.004
Si -1.719 0.436 33.497 -0.023 -0.008 0.012
Si -1.719 4.303 33.497 0.005 -0.015 0.018
Si -1.719 -7.298 33.497 0.001 0.017 0.016
Si 2.148 -3.431 33.497 0.011 0.005 0.002
Si 2.148 0.436 33.497 0.004 0.042 -0.016
Si 2.148 4.303 33.497 0.007 -0.018 -0.026
Si 2.148 -7.298 33.497 -0.013 -0.047 -0.017
Si 0 0 0.683 0.016 -0.005 0.021
Si 0 3.867 0.683 -0.067 -0.01 -0.002
Si 0 7.734 0.683 -0.126 0.01 -0.015
Si 0 -3.867 0.683 -0.109 -0.001 -0.001
Si 3.867 0 0.683 -0.054 0.003 0.016
Si 3.867 3.867 0.683 0.059 -0.011 -0.02
Si 3.867 7.734 0.683 0.088 0.002 -0.02
Si 3.867 -3.867 0.683 0.096 0.005 -0.009
Si 7.734 0 0.683 -0.002 0.002 0.031
Si 7.734 3.867 0.683 -0.082 -0.021 -0.021
Si 7.734 7.734 0.683 -0.116 0.032 -0.031
Si 7.734 -3.867 0.683 -0.053 0.021 -0.002
Si -3.867 0 0.683 0.02 -0.014 0.028
Si -3.867 3.867 0.683 0.095 -0.011 -0.019
Si -3.867 7.734 0.683 0.172 0.025 -0.018
Si -3.867 -3.867 0.683 0.082 0.016 0.004
Si 0.287 -2.936 20.985 -0.051 0.057 -0.266
Si 0.378 0.024 21.53 -0.224 -0.023 0.248
Si 0.571 -10.026 21.27 -0.021 -0.004 -0.209
Si -0.931 -7.464 20.868 -0.089 0.165 -0.228
Si 3.468 -3.022 21.127 -0.022 -0.096 -0.349
Si 3.591 -0.018 21.286 -0.212 -0.172 -0.165
Si 3.164 -8.916 22.13 0.388 -0.128 -0.059
Si 4.757 -7.734 19.858 0.162 0.037 -0.452
Si 9.594 -5.689 20.571 0.044 -0.35 -0.228
Si 8.599 1.681 21.509 0.098 -0.012 -0.113
Si 8.928 -11.541 22.108 0.285 -0.081 -0.074
Si 7.34 -7.382 21.568 0.005 -0.311 -0.166
Si 11.182 -0.119 21.673 0.241 0.324 0.232
Si 11.234 -10.818 22.076 0.251 0.18 -0.091
Si 10.173 -3.111 21.952 -0.051 0.079 0.183
Si 11.704 -7.661 21.911 -0.12 0.025 0.135
Si -2.828 2.187 10.193 -0.019 -0.212 0.228
Si -0.167 -1.167 10.422 0.013 0.235 0.29
Si 0.214 1.947 9.698 0.076 -0.143 -0.183
Si -0.665 -5.741 13.259 0.104 0.108 0.17
Si 5.141 1.312 9.678 -0.12 -0.101 0.403
Si 5.965 -1.506 9.219 -0.078 -0.091 0.248
Si 7.864 2.393 9.555 0.354 -0.144 0.066
Si -4.629 -2.94 10.025 0.005 -0.05 0.213
Si -2.51 -0.361 12.113 -0.083 0.005 0.16
Si 13.696 0.2 15.044 -0.028 0.067 -0.097
Si 0.823 -1.593 15.329 0.037 -0.071 -0.098
Si 2.126 -5.147 11.988 0.024 0.103 0.508
Si 2.054 -2.056 12.439 0.06 0.089 0.128
Si 4.949 -0.752 11.853 -0.162 -0.145 0.438
Si 6.625 -10.509 16.024 -0.005 0.032 -0.13
Si 6.598 2.856 13.699 -0.002 -0.038 0.256
Si 6.855 -5.64 11.814 0.067 0.075 0.411
Si -4.2 3.325 12.498 -0.074 0.006 0.327
Si 8.905 1.305 12.229 0.083 0.03 0.36
Si 8.598 -3.999 13.552 0.034 0.056 0.178
Si 2.021 4.057 11.304 -0.026 -0.246 0.124
Si 4.375 0.819 18.406 0.013 -0.031 -0.313
Si -1.739 -8.626 12.321 -0.034 -0.039 0.602
Si 2.007 -12.848 17.555 0.103 0.073 -0.296
Si -5.431 -1.482 12.396 0.031 0.064 0.204
Si 0.274 4.883 13.723 -0.154 -0.008 0.252
Si -4.691 -9.279 13.117 -0.103 -0.26 0.186
Si 7.515 -3.762 16.421 -0.007 -0.007 -0.164
Si -0.526 1.681 19.017 0.024 -0.116 -0.007
Si 4.516 -4.165 16.229 -0.08 -0.067 0.042
Si 2.385 -10.967 18.796 0.213 0.182 -0.241
Si 8.106 -0.712 16.528 -0.078 0.032 -0.195
Si 0.308 -5.213 19.023 0.207 0.116 -0.133
Si 8.06 -10.289 20.364 -0.301 0.115 -0.03
Si 11.835 -10.485 17.009 0.005 0.021 -0.202
Si 3.426 -5.079 18.937 -0.041 -0.031 -0.124
Si 11.121 -0.96 16.522 -0.002 -0.015 -0.167
Si 5.386 -10.385 18.776 0.204 0.102 -0.305
Si 9.105 -7.716 11.025 0.133 0.075 0.262
Si 4.959 4.708 11.756 -0.01 -0.037 0.439
Si 10.755 -7.994 15.688 -0.012 -0.065 0.034
Si -2.73 -4.807 11.507 0.077 -0.013 0.415
Si 12.265 0.637 18.947 -0.021 -0.032 -0.138
Si 9.795 -5.805 17.464 0.02 -0.042 -0.293
Si -4.35 -5.524 13.949 -0.076 -0.019 0.252
Si 3.668 -1.159 16.365 0.063 -0.014 -0.132
Si 5.684 0.179 14.564 0.079 0.04 -0.033
Si 8.936 -11.16 17.635 -0.012 0.126 -0.168
Si 4.443 -6.133 13.727 -0.078 -0.028 0.24
Si -0.498 -4.393 16.114 0.004 -0.082 -0.014
Si 7.477 1.562 18.501 0.035 0.138 -0.256
Si 11.948 -3.939 16.318 0.009 -0.022 -0.122
Si 4.555 -9.126 14.393 0.122 0.077 0.22
Si 12.636 -11.944 19.455 -0.082 0.033 -0.298
Si -2.091 3.196 14.896 -0.132 0.157 -0.024
Si 2.115 -10.448 15.982 0.017 0.065 -0.132
O 1.89 -2.865 20.85 0.047 -0.049 0.052
O -0.143 -3.603 22.399 -0.288 -0.087 0.427
O 2.003 -0.056 21.677 0.186 0.027 0.056
O -0.115 -11.127 22.265 -0.159 0.035 0.424
O 1.559 -9.109 22.196 -0.076 0.042 0.066
O 3.533 -8.516 20.587 -0.271 -0.217 0.286
O -0.335 -7.002 22.325 0.012 0.017 0.392
O 3.673 -3.661 22.607 0.16 -0.015 0.355
O 4.377 0.7 22.495 0.291 0.033 0.309
O 3.799 -10.358 22.624 0.002 -0.042 0.067
O 6.11 -11.154 23.439 0.494 -0.027 0.357
O 3.631 -7.648 23.034 0.158 0.161 -0.022
O 11.531 -3.603 22.708 0.313 -0.014 0.133
O 8.828 -3.248 22.863 0.056 -0.06 0.13
O 10.121 1.091 21.385 0.008 -0.144 0.054
O 7.8 0.711 22.557 -0.318 -0.111 0.409
O 10.544 -6.579 21.547 -0.027 0.02 0.055
O -3.294 3.427 11.148 0.013 0.115 -0.184
O -0.417 -1.847 8.96 0.075 -0.16 -0.46
O 2.052 -1.953 8.053 0.008 0.007 -0.641
O 3.782 1.813 8.947 -0.154 0.019 -0.453
O 4.681 -2.238 8.521 0.108 0.031 -0.196
O 6.224 2.537 9.686 0.02 0.043 -0.008
O 7.415 -2.05 8.731 0.242 -0.05 -0.193
O -3.816 1.981 8.924 -0.233 0.034 -0.368
O -4.987 5.505 8.843 0.467 0.135 -0.209
O -3.933 -2.112 8.807 -0.318 0.039 -0.28
O -5.541 -4.187 9.502 -0.199 -0.145 -0.202
O 0.436 -3.145 15.65 -0.014 0.014 0.035
O -2.858 0.806 11.046 -0.035 0.047 -0.097
O 13.688 1.746 15.573 0.04 -0.086 0.077
O 4.236 -2.606 15.912 -0.038 0.085 -0.009
O 0.875 -9.875 15.077 0.068 -0.047 -0.011
O 0.058 1.211 20.467 0.02 0.069 -0.101
O -0.434 -6.51 19.647 -0.065 -0.245 0.246
O 4.142 -1.541 21.063 0.121 0.12 0.05
O 4.284 -0.721 17.823 0.006 0.037 0.182
O 3.875 0.854 19.948 -0.042 -0.004 0.198
O -1.25 -12.344 19.307 0.006 0.068 0.06
O 5.813 -7.292 21.003 0.086 0.036 0.214
O 8.616 -4.766 17.055 0.002 -0.029 0.133
O 9.723 -6.181 19.03 -0.035 0.024 0.276
O 8.024 -8.723 20.878 -0.094 0.217 0.033
O -3.062 -9.186 13.113 0.142 0.085 -0.198
O 11.739 -8.886 16.65 -0.02 -0.061 0.046
O -3.678 -4.245 14.718 -0.018 -0.006 -0.066
O 12.264 -0.017 20.447 -0.019 -0.045 0.01
O 11.309 -0.211 17.954 0.037 0.09 0.187
O 11.772 2.207 18.963 -0.009 0.002 0.071
O 12.203 -11.588 20.974 -0.177 0.084 0.239
O 10.393 -11.264 16.91 -0.045 -0.036 0.043
O 11.121 -9.192 21.703 0.097 -0.209 0.203
O 12.913 -7.381 20.853 0.101 -0.035 -0.004
O -0.47 -9.492 12.811 0.02 0.026 -0.15
O 1.259 2.772 10.643 -0.024 0.098 0.005
O -0.742 3.697 14.162 0.078 0.003 -0.104
O -2.236 -5.651 10.224 0.171 -0.431 -0.383
O -1.487 -1.381 11.357 0.042 -0.057 -0.134
O 7.606 -3.699 14.797 -0.006 -0.021 -0.012
O 1.77 5.358 10.361 -0.008 0.234 -0.383
O 4.8 0.735 11.177 0.064 0.299 -0.38
O 1.961 -7.661 9.545 -0.084 -0.153 -0.461
O 2.316 -3.646 12.584 -0.037 -0.106 -0.138
O 5.841 -0.712 13.212 -0.024 -0.035 -0.237
O 5.863 0.093 8.845 -0.014 -0.001 -0.187
O 5.76 -7.752 9.393 0.061 0.069 -0.358
O 5.547 5.325 10.38 0.134 0.179 -0.45
O 6.008 -9.289 15.139 -0.06 -0.01 -0.056
O 6.038 -5.358 10.427 -0.191 -0.094 -0.536
O 5.768 -1.719 10.827 0.153 -0.078 -0.325
O -1.915 -8.844 10.718 -0.014 0.118 -0.856
O 8.365 1.318 10.694 -0.183 0.059 -0.247
O 8.611 3.822 9.884 -0.026 0.077 -0.024
O 8.5 -9.089 10.422 -0.01 -0.155 0.023
O -5.596 -6.849 9.883 0.079 0.169 -0.233
O 9.055 -0.234 12.719 -0.023 0.011 -0.149
O -5.602 -1.917 10.836 -0.004 -0.1 -0.205
O -1.747 0.245 13.416 0.019 0.002 -0.098
O 1.473 4.26 12.824 0.124 -0.011 -0.213
O 1.995 -5.146 10.366 -0.081 -0.204 -0.572
O 3.49 -10.042 15.21 -0.08 -0.048 0.042
O 4.26 -0.124 15.268 -0.086 0.002 0.069
O 6.999 -0.123 15.48 0.068 -0.069 0.081
O 1.923 -12.092 16.072 0.07 0.019 0.236
O 6.072 3.759 12.471 -0.08 0.114 -0.3
O -5.335 -9.058 14.609 0.023 0.062 -0.068
O -3.296 3.076 13.819 -0.014 -0.022 -0.105
O -3.868 -1.086 12.653 0.038 -0.035 -0.107
O -5.124 2.014 12.341 0.041 0.033 -0.111
O 10.379 -1.541 21.552 -0.066 -0.242 0.025
O 5.615 -10.921 17.246 -0.092 -0.011 0.207
O 1.892 -5.381 19.356 -0.091 0 0.081
O 5.853 1.504 18.27 -0.064 -0.008 0.08
O 0.844 -5.849 12.698 0.072 -0.042 -0.119
O 6.581 -10.825 19.812 0.149 0.091 0.127
O 3.468 -1.298 12.214 0.004 -0.007 -0.109
O -5.278 -8.123 12.158 -0.164 0.147 -0.274
O 9.497 -5.318 13.938 0.065 0 -0.074
O 8.178 -12.607 17.771 -0.041 -0.179 0.059
O 8.098 0.206 17.864 0.025 0.009 0.178
O 0.139 -5.16 17.403 -0.035 -0.037 0.087
O 12.357 -10.629 18.539 0.074 -0.051 0.207
O 7.879 -6.884 11.65 0.051 -0.073 -0.069
O -0.264 -3.839 19.731 -0.039 0.077 0.162
O 6.913 3.721 15.026 0.001 -0.013 -0.035
O 5.932 -6.035 13.096 0.101 -0.003 -0.209
O 4.081 -3.967 19.941 -0.002 0.162 0.225
O 12.919 -11.212 16.039 -0.001 -0.007 0.021
O 7.946 2.089 13.258 -0.015 0.012 -0.093
O -5.099 4.678 12.653 -0.01 0.055 -0.117
O 3.466 -4.617 17.383 -0.002 0.022 0.079
O 8.077 -6.005 21.085 0.007 0.143 -0.047
O -3.84 -5.603 12.412 0.056 0.011 -0.196
O -0.239 -1.383 20.917 -0.008 -0.037 0.093
O 0.645 1.773 17.89 -0.059 0.029 0.133
O 9.59 -2.724 13.345 0.032 -0.022 -0.111
O 5.391 -8.746 18.742 -0.078 0.013 0.167
O 8.045 -10.128 16.719 0.061 -0.065 0.111
O 1.109 -1.842 11.145 -0.048 -0.06 -0.118
O 7.801 1.582 20.087 0.065 0.003 0.172
O 2.034 -1.14 16.338 0.016 0.016 0.07
O 9.632 -0.632 15.915 0.033 0.002 0.081
O 13.532 -3.819 16.619 -0.013 0.022 0.032
O 0.166 0.42 10.258 0.023 -0.014 0.007
O -3.936 -6.87 14.783 0.045 0.08 -0.089
O -1.443 -7.115 12.863 -0.069 -0.052 -0.161
O -0.463 -0.618 15.563 -0.001 0.035 0.071
O -3.434 -3.441 11.002 0.037 0.015 -0.058
O -1.446 -4.514 12.488 -0.081 0.048 -0.179
O 5.515 1.739 14.146 -0.03 0.02 0.005
O 9.12 -10.464 19.109 -0.021 0.051 0.171
O 1.411 -10.75 20.078 -0.095 0.121 0.243
O -1.309 2.563 9.744 0.133 0.142 -0.116
O 4.171 -7.556 14.465 -0.02 0.037 -0.061
O 6.18 -3.397 23.349 -0.051 -0.002 0.639
O 3.631 3.81 11.431 -0.022 -0.028 -0.114
O 7.705 -4.297 12.225 -0.061 -0.065 -0.222
O 3.31 1.646 17.496 0.03 0.035 0.072
O 6.038 -4.34 16.793 0.062 0.006 0.057
O -0.654 -5.453 14.873 0.013 -0.029 -0.095
O 2.143 -9.863 17.534 0.042 -0.262 0.254
O 4.241 -4.992 14.866 0.025 -0.007 -0.085
O 11.203 -2.567 16.743 -0.034 0.017 0.06
O 1.339 -1.479 13.786 -0.011 -0.018 -0.034
O 9.953 -4.1 20.664 0.019 0.208 0.084
O 4.603 -9.571 12.827 -0.005 -0.042 -0.253
O 3.964 -10.98 19.287 -0.262 0.007 0.051
O -0.527 -9.026 20.595 0.077 -0.116 0.04
O 12.314 -0.514 15.518 -0.049 -0.013 0.044
O 3.421 -5.986 12.479 -0.02 -0.029 -0.191
O 7.733 -2.242 16.968 0.018 0.045 0.104
O -1.639 0.616 18.458 0.026 0 0.041
O 11.261 -5.142 17.173 -0.043 -0.017 0.123
O 9.659 -7.201 16.604 0.006 0.111 0.132
O 4.28 -6.439 19.038 0.045 -0.12 0.069

Results
free energy: -281413.273 eV
free energy less fixed offsets of O -568.88, Si -635.61 eV per atom: -11.433 eV

The program warned: the cutoff lies below the one the program advises for these potential files; the forces do not sum to zero within the program's tolerance; the exchange-correlation potential is rough where the density is thin.
